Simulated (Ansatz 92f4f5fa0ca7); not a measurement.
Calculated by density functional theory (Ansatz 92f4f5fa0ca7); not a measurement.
Periodic cell of 149 atoms, Si88O55N6, from a study of silicon, its oxide and their interface. The atomic structure is a simulated model.

Settings: functional r2SCAN; potential files Ansatz norm-conserving; basis plane waves; wave-function cutoff 1300 eV; density cutoff ratio 4; exchange-correlation grid ratio 1; k mesh 2 x 2 x 1, shifted by 0.5 0.5 0.5 of a step; self-consistency stop 5e-08 eV per atom in the density residual; occupations Fermi-Dirac, 0.05 eV; spin none; net charge 0.

Cell vectors (angstrom)
a 10.88 0 0
b 0 10.88 0
c 0 0 21.648

Atoms and the computed forces on them: element, x, y, z (angstrom), force x, y, z (eV/angstrom)
Si 0.6347 -0.5283 0.0622 -0.016 0.7751 0.6413
Si 2.6727 3.0207 0.6008 0.1618 -0.1142 -2.8784
Si 0.9821 4.3951 -0.3272 -1.9223 -1.0041 -2.4004
Si 2.2223 8.6413 -0.3713 -1.7703 -0.389 -2.3679
Si 5.9977 0.0677 0.1973 -0.5611 -1.7249 -0.287
Si 7.6962 2.7175 0.241 0.6368 -0.1548 -2.6098
Si 6.1447 5.3033 -0.4634 0.4051 -0.7943 0.4312
Si 8.043 8.3942 -0.1352 0.4394 1.8757 -0.3737
Si 1.5825 1.2733 1.5139 -1.3787 -1.3454 0.4144
Si 4.3125 4.2208 1.4949 -0.5384 -0.3623 1.1632
Si 1.5754 6.7819 0.8753 0.584 0.5686 2.7293
Si 4.192 9.7281 1.1456 2.6804 -1.9631 -1.0268
Si 6.7592 1.4611 1.801 0.3441 -0.9226 0.5711
Si 9.2641 3.7567 1.4676 1.4782 1.4092 0.2717
Si 7.2648 6.684 1.1735 -1.9632 0.2008 -0.9687
Si 9.5555 9.5795 1.3256 1.4978 -1.3459 -1.1329
Si -0.1713 2.4272 2.7939 1.7059 0.2812 0.5866
Si 2.8783 -0.2962 2.7723 0.1307 2.3745 0.097
Si -0.3335 8.0581 2.9769 1.461 2.0896 -1.0987
Si 2.8414 5.4579 2.6899 -1.2312 0.1869 0.0794
Si 5.3565 2.8344 3.0546 1.0468 -0.2492 -0.3976
Si 8.3269 -0.0182 2.6484 -0.8215 0.428 2.3654
Si 5.527 7.8316 2.4037 -0.21 1.5706 0.683
Si 8.3338 5.5656 2.7274 1.5602 -0.9517 1.8405
Si 1.5453 3.9693 4.19 -1.4025 -0.012 -1.2462
Si 4.1987 1.1302 4.3192 -0.2398 -0.0007 -2.0337
Si 1.5489 9.3552 4.0679 -0.641 -2.3784 -0.4381
Si 4.2315 6.6195 4.0738 -0.148 0.9638 -0.0791
Si 7.0972 4.0929 4.0665 -2.1149 0.3341 0.2436
Si 9.7871 0.9853 4.3456 -0.8981 0.2377 -0.5792
Si 6.8906 9.3006 3.9509 -0.9448 1.0745 -0.8146
Si 9.6025 6.8494 4.546 -1.0895 -1.2192 -0.0286
Si 0.4064 -0.4204 5.5805 -2.5278 1.0449 1.4433
Si 2.8092 2.4452 5.4455 -1.5331 0.3012 1.64
Si 0.145 5.276 5.7006 0.8944 1.1609 -1.4368
Si 2.8609 8.0146 5.5051 -0.2246 -0.639 -0.1508
Si 5.5803 -0.0377 5.6249 0.7448 -1.4315 1.0207
Si 8.3023 2.6278 5.3085 -0.3451 -1.1585 0.3972
Si 5.3216 5.236 5.5527 1.7064 0.7164 0.1153
Si 8.0053 8.2415 5.5942 1.4977 -0.156 0.3075
Si 1.2992 1.1839 6.9581 1.0111 1.0987 -0.6295
Si 3.9724 3.8417 6.9258 0.6505 0.7305 0.5111
Si 1.3636 6.7883 6.9897 -0.1135 -0.3806 0.554
Si 4.0355 9.284 7.0454 0.9076 1.5063 0.3126
Si 6.8392 1.5946 6.9991 1.1901 -0.7885 -0.9069
Si 9.3456 4.1539 6.6165 0.0344 -1.4079 0.8827
Si 6.8937 6.7945 6.9398 -1.7946 -0.4127 -0.0624
Si 9.3913 9.6047 7.0588 0.2274 -0.2196 -0.7827
Si -0.4575 2.4645 7.8547 -0.6375 -0.886 -0.6079
Si 2.6668 -0.0594 8.4099 -0.5353 -1.1045 -2.461
Si -0.5442 7.7528 8.2009 1.929 0.4108 0.9105
Si 2.5437 5.0969 8.4059 -0.5478 0.127 1.025
Si 5.9174 3.3175 8.2864 -1.3094 -0.8306 -1.3979
Si 8.7235 0.772 8.3047 -1.4548 -0.3302 -0.0035
Si 5.6475 8.1872 8.448 0.0077 -1.76 0.5619
Si 7.595 4.8238 7.9982 0.8813 1.9974 0.0618
Si 0.4037 3.6364 9.5432 1.2811 -0.9073 1.0862
Si 2.0748 0.4245 12.43 -1.504 -2.4499 3.3101
Si 0.9729 9.5565 9.3517 -1.6825 -1.041 -0.4328
Si 4.0744 5.8555 10.2907 -0.3688 0.5288 -0.0165
Si 5.3086 2.881 10.4391 -1.9839 2.4847 -0.073
Si 7.5736 0.9656 10.9462 -0.014 -1.3582 -2.7937
Si 6.2533 9.7994 11.0614 1.5899 -0.6313 -2.2376
Si 9.7766 5.5307 9.8072 1.9484 1.7512 0.2352
Si 3.2601 2.1546 14.8518 5.719 -3.2239 -2.2493
Si 3.3384 0.3519 10.4642 3.0248 0.1785 2.3859
Si -3.6443 7.4407 15.9595 1.3276 3.7168 1.2638
Si 10.3227 -5.7385 14.6031 -0.3692 0.2573 -0.047
Si 7.1396 5.0916 14.0632 2.2385 1.1488 2.3479
Si 2.137 7.9597 11.8685 -0.2427 -0.5101 -1.6641
Si 1.1157 -3.9035 16.2054 1.1993 -1.8317 1.3598
Si 7.138 -3.0248 13.1376 0.3515 1.6541 -0.3313
Si 5.9584 9.9776 14.9538 2.9248 -0.6758 -1.6402
Si 9.0203 1.6911 19.0692 0.8105 -0.8201 3.0428
Si 6.2819 2.1718 14.9038 -1.0125 -0.0345 -0.7459
Si 0.2128 6.6565 12.4312 -1.4292 0.291 0.6707
Si 1.4453 9.1928 14.5315 0.5893 1.6898 -1.9384
Si 4.9965 13.3 20.3391 -0.9691 3.297 -0.0463
Si 5.4367 9.4835 17.7055 -1.4801 3.6565 -3.3982
Si 0.4179 11.0383 19.4768 0.3921 1.7681 0.3019
Si -0.9699 7.7911 14.2732 0.0418 1.6019 -0.7774
Si -0.2489 0.9715 11.1487 0.1585 2.2351 1.7667
Si 6.1408 1.8616 17.8945 -0.061 2.064 -2.328
Si 2.2831 8.8515 18.3932 -1.1443 1.5553 0.9182
Si 7.218 7.3227 18.9409 -1.2732 1.0915 1.7473
Si 11.5305 2.4919 18.7772 -2.2602 1.7756 4.4033
Si 1.3939 14.7604 16.1918 1.2636 -0.0234 0.8023
Si 3.3834 10.677 16.1154 -0.4793 -3.5506 -0.6082
O 3.7681 -1.8755 -0.3879 1.574 1.323 2.2156
O 5.4642 0.9256 20.5031 0.9327 -2.0569 1.2114
O -1.0887 0.1941 18.8996 -2.7313 1.2431 0.2501
O 4.6603 5.2915 0.3044 0.4056 1.1783 -1.2813
O -2.4853 7.8595 19.9509 -0.7588 0.335 0.7633
N 6.3176 8.9599 16.2413 0.529 -0.8161 1.5542
N -0.3234 6.6588 15.3629 -0.5484 -0.2128 2.4305
O 1.2725 -3.0957 17.6429 0.2233 -0.301 -1.3554
O 8.8394 1.9957 20.7788 -1.5146 -0.1054 -1.1865
O 6.4848 6.0687 19.739 -0.6326 -0.1775 0.2101
O 11.8609 3.8652 19.7156 -0.1273 -0.6366 1.4855
O 0.3939 11.4162 12.5601 1.095 -0.0679 -0.7709
O 6.9661 9.681 -0.3221 -0.2305 0.269 0.127
O 11.9632 6.0458 21.1977 0.0751 -1.8389 -0.5649
N -2.6725 7.8478 14.4946 1.0388 1.0527 0.5485
O 4.6786 10.264 11.0941 -0.6964 0.0323 -0.0338
O 7.345 -2.2836 11.6538 -1.1952 0.1595 0.6691
O 6.396 -1.587 9.4182 -0.6837 -0.1348 0.7465
O 1.9067 8.6021 10.3044 0.3583 -0.2265 1.8023
O 0.0043 10.8203 10.0291 1.0535 -3.7216 -2.0578
O 3.2528 6.6796 11.5855 0.8241 0.7779 -1.29
O 2.4254 1.3507 13.7793 -0.1821 -0.9989 -3.009
O 6.7311 2.338 11.0285 -0.962 0.328 1.0286
O 4.7782 4.513 11.0405 0.5653 -1.6971 -1.3189
O 9.0698 1.2863 11.3186 0.5674 0.3606 1.7956
O 14.3941 1.3407 16.2231 -0.203 1.5337 0.8835
O 6.7293 11.4643 14.8829 0.5697 -0.6514 -0.7134
O 16.0615 6.7819 9.3491 -1.2999 0.2896 1.428
O 8.249 5.4182 9.4231 -1.3887 -1.1194 0.3314
O 0.4804 -5.5765 13.3842 0.4388 0.1557 -2.2207
O 1.3871 2.7126 17.4704 2.5983 2.808 -6.4284
O 4.4468 -0.7196 14.933 -4.4243 1.9048 1.3465
O -0.9056 6.2295 11.2628 0.5616 -0.0882 0.1036
O -3.1948 1.9095 18.3307 -2.7928 -0.4698 -0.4312
O 1.738 16.3372 16.5835 -0.7429 -0.4198 -0.4253
O 12.8731 7.7885 15.0803 0.3031 -0.7192 0.8138
N 12.9836 -1.5263 12.886 0.0972 1.1569 0.6723
O 5.6576 0.3796 17.7467 -0.2984 -4.4769 -0.0955
O 15.7496 2.2067 14.2213 -4.7877 -0.254 -0.5061
O 4.0112 1.8445 10.4599 1.6396 1.7114 0.4416
O -0.0337 3.8625 15.387 0.8943 -0.9862 1.4872
O 2.665 3.4978 15.1368 -3.5271 4.3328 2.3722
O 0.6259 2.2791 10.7484 -0.0943 3.0249 -1.2685
O 6.0203 -1.9643 13.676 0.0889 0.3797 -0.461
O 1.2836 10.2295 18.4315 1.3879 -1.4794 -0.4341
O -2.0797 15.906 14.153 -0.9187 -0.3266 -0.1203
N 6.2231 3.499 21.197 0.7002 -0.1397 -0.804
O -11.0622 9.259 14.5758 -0.5061 -1.4296 0.0405
O 20.7844 2.8082 18.3755 2.0332 -0.1293 0.5098
O 6.6799 -4.7793 15.4692 -1.8885 -5.2981 -2.8507
O 18.6312 6.9896 17.498 0.3666 0.4764 -1.4483
O -3.9589 6.2749 12.9335 -1.4402 -1.9232 -0.6906
O 1.936 10.4515 15.4194 -0.3075 -1.1877 0.8028
O -0.5412 4.2354 21.9659 1.1559 0.2165 -0.3012
O 5.1086 2.7957 18.756 0.9259 -0.8511 0.2066
O 0.3011 6.9887 23.5769 0.5915 -0.4691 -1.3226
N 3.6373 9.5934 17.4552 1.2954 -0.937 0.9106
O 14.2809 2.6602 20.6837 1.0541 -0.3129 1.2694
O 6.1127 13.498 16.39 0.7685 -0.1873 3.0907
O 6.8253 3.4755 14.0464 1.051 1.9627 -0.1236
O 6.0606 8.5823 18.7678 1.6152 -2.8836 2.9884

Results
free energy: -37608.705 eV
free energy less fixed offsets of N -289.75, O -463.61, Si -117.95 eV per atom: 7.945 eV
pressure: -1.70 GPa
stress xx, yy, zz, yz, xz, xy (GPa, positive in tension): -0.05, 3.53, 1.62, -0.01, -1.55, -1.08

The program warned: the forces do not sum to zero within the program's tolerance.
